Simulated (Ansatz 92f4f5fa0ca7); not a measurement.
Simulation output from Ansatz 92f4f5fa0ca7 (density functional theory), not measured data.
Periodic cell of 534 atoms, Si286O176H72, with a vacuum gap, from a study of silicon, its oxide and their interface. The atomic structure is a simulated model.

Settings: functional r2SCAN; potential files Ansatz PAW; basis plane waves; wave-function cutoff 800 eV; density cutoff ratio 5; exchange-correlation grid ratio 1; k mesh 1 x 1 x 1, Gamma-centred; self-consistency stop 2e-11 eV per atom in the density residual; occupations fixed; spin none; net charge 0; applied field sawtooth along c, amplitude -0.015 V/angstrom in the program's sign convention, ramp centred at 0.9881 of c and 0.0237 of c wide, no dipole correction.

Cell vectors (angstrom)
a	16.3305	0	0
b	0	16.3305	0
c	0	0	42.1591

Atoms and the computed forces on them: element, x, y, z (angstrom), force x, y, z (eV/angstrom)
Si	-0.358	-0.142	28.361	-0.001	-0.016	-0.024
Si	3.01	2.325	28.641	0.007	0.008	-0.028
Si	0.02	5.767	28.825	0.013	0.005	-0.026
Si	3.099	7.673	28.494	-0.005	-0.003	-0.017
Si	-0.227	11.019	28.586	0.005	-0.008	-0.01
Si	2.993	13.257	28.393	-0.002	0.006	-0.011
Si	5.29	0.188	28.552	0.01	-0.004	-0.023
Si	8.596	2.563	28.376	-0.009	0.006	-0.016
Si	5.249	5.308	28.506	-0.004	-0.012	-0.011
Si	8.745	7.672	28.251	0.001	0.004	-0.032
Si	5.301	11.116	28.526	0.008	-0.001	-0.026
Si	8.673	13.475	28.326	0.001	0.012	-0.015
Si	10.915	0.432	28.373	-0.002	-0.005	-0.02
Si	13.366	3.666	28.13	0.001	0.019	-0.016
Si	10.946	5.524	28.788	0	-0.006	0.007
Si	14.023	7.83	28.893	-0.004	0.003	-0.011
Si	10.777	11.075	28.058	0.002	-0.001	-0.031
Si	13.943	13.297	28.611	-0.002	-0.002	-0.014
Si	1.199	1.233	29.662	0.004	-0.003	-0.005
Si	4.079	3.942	29.98	0.005	0.002	-0.001
Si	1.552	6.883	30.079	-0.009	-0.006	0.002
Si	4.158	9.438	29.716	0.001	0.002	0.004
Si	1.427	12.171	29.79	-0.003	0	0
Si	4.074	14.904	29.737	0.002	0	-0.008
Si	6.939	1.399	29.707	-0.004	-0.005	0.002
Si	9.605	4.024	29.918	0.011	0.01	-0.009
Si	6.958	6.631	29.551	-0.003	-0.006	0.002
Si	9.666	9.466	29.516	0.001	-0.001	0.009
Si	6.959	12.341	29.641	-0.01	-0.009	-0.001
Si	9.784	15.041	29.674	-0.001	0.002	-0.003
Si	12.446	1.682	29.587	-0.012	-0.004	-0.004
Si	14.984	4.189	29.811	0.005	0.014	0.008
Si	12.346	6.802	30.106	-0.001	-0.003	-0.013
Si	15.083	9.514	30.045	-0.001	-0.001	-0.011
Si	12.252	12.13	29.663	0.009	0.008	0
Si	15.053	14.82	29.976	0.009	0.005	-0.004
Si	-0.031	2.68	31.079	0.007	-0.001	0.007
Si	2.637	-0.093	31.079	0.017	-0.008	0.007
Si	0.15	8.223	31.384	0.007	-0.005	-0.004
Si	2.772	5.352	31.316	0.006	-0.002	-0.004
Si	0.137	13.52	31.259	-0.002	0.001	-0.001
Si	2.774	10.773	31.131	-0.009	0.004	0.007
Si	5.572	2.658	31.207	0.001	0	0.001
Si	8.275	-0.03	31.043	-0.009	0.003	0.004
Si	5.596	8.061	30.99	0	0.002	0.008
Si	8.172	5.392	31.148	0.004	-0.012	0.006
Si	5.536	13.613	31.075	0	0.007	0.003
Si	8.254	10.833	30.942	0	0.007	0.012
Si	11.047	2.727	31.195	-0.009	0.001	0.004
Si	13.634	0.079	31.028	0.001	-0.013	0.009
Si	10.917	8.273	31.177	0.011	-0.015	0.005
Si	13.699	5.414	31.361	-0.004	0.008	0
Si	11.004	13.593	31.064	-0.006	-0.004	0.002
Si	13.576	10.869	31.2	0.012	-0.011	0.006
Si	1.315	4.015	32.538	-0.002	0.017	0.027
Si	4.075	1.287	32.441	0.001	0.009	0.017
Si	1.469	9.58	32.675	-0.014	0.001	0.016
Si	4.207	6.783	32.49	-0.009	0.004	0.023
Si	1.42	14.936	32.588	-0.026	0.006	0.015
Si	4.158	12.208	32.42	0.006	0.011	0.022
Si	6.843	4.072	32.565	-0.012	0.021	0.013
Si	9.609	1.327	32.458	0.004	0.007	0.017
Si	6.884	9.492	32.371	-0.026	-0.008	0.026
Si	9.54	6.816	32.467	0.021	0.005	0.017
Si	6.86	14.987	32.444	-0.003	0.004	0.02
Si	9.561	12.229	32.378	0.017	0.015	0.024
Si	12.304	4.066	32.638	-0.01	0.005	0.014
Si	14.982	1.341	32.486	0.007	0.007	0.03
Si	12.244	9.561	32.598	-0.002	0.013	0.014
Si	15.055	6.82	32.642	-0.004	0.003	0.014
Si	12.304	15.003	32.429	-0.002	0.01	0.024
Si	14.99	12.225	32.541	0.006	0	0.017
Si	0.016	0.001	33.873	0.045	-0.043	0.203
Si	2.728	2.668	33.844	0.061	-0.05	0.209
Si	0.037	5.403	33.953	0.013	-0.003	0.228
Si	2.829	8.132	33.897	0.015	-0.019	0.207
Si	0.021	10.91	33.949	0.005	0.014	0.224
Si	2.811	13.562	33.862	0.023	-0.024	0.231
Si	5.456	-0.034	33.835	0.016	-0.008	0.192
Si	8.229	2.689	33.841	0.01	-0.034	0.212
Si	5.476	5.431	33.91	0.05	-0.066	0.195
Si	8.175	8.165	33.829	0.012	-0.011	0.221
Si	5.502	10.839	33.778	0.016	0.002	0.19
Si	8.185	13.574	33.783	-0.001	-0.023	0.182
Si	10.912	-0.044	33.841	-0.011	0.004	0.2
Si	13.653	2.672	33.919	-0.009	-0.004	0.231
Si	10.895	5.468	33.884	-0.026	0.014	0.211
Si	13.619	8.183	33.922	0.006	-0.017	0.233
Si	10.861	10.938	33.876	-0.003	-0.005	0.197
Si	13.648	13.663	33.84	-0.004	-0.017	0.212
Si	1.368	1.357	35.248	0.123	-0.148	0.203
Si	4.057	4.071	35.218	0.158	-0.056	0.163
Si	1.423	6.789	35.257	0.114	-0.136	0.285
Si	4.144	9.533	35.221	0.12	-0.155	0.249
Si	1.395	12.29	35.261	-0.001	-0.124	0.323
Si	4.125	14.936	35.242	0.17	-0.055	0.185
Si	6.802	1.367	35.19	0.094	-0.1	0.129
Si	9.534	4.072	35.219	0.058	0.026	0.304
Si	6.807	6.834	35.231	0.119	-0.178	0.291
Si	9.502	9.536	35.214	0.061	0.091	0.204
Si	6.809	12.229	35.17	0.165	-0.093	-0.003
Si	9.509	14.945	35.18	0.149	-0.091	0.151
Si	12.25	1.327	35.227	0.059	-0.131	0.337
Si	14.98	4.053	35.28	0.069	-0.013	0.452
Si	12.239	6.825	35.262	0.017	-0.047	0.338
Si	14.979	9.537	35.272	0.049	0.012	0.469
Si	12.246	12.311	35.191	-0.048	-0.003	0.233
Si	14.975	15.004	35.242	0.077	-0.096	0.285
Si	0.013	2.723	6.987	-0.172	0.119	-0.201
Si	2.728	-0.017	6.923	-0.087	0.172	-0.247
Si	0.02	8.157	6.933	-0.1	0.093	-0.321
Si	2.731	5.421	6.98	-0.089	0.121	-0.186
Si	0.005	13.657	6.937	-0.18	-0.007	-0.338
Si	2.765	10.9	6.92	-0.107	0.054	-0.255
Si	5.423	2.721	6.908	-0.11	0.106	-0.206
Si	8.14	-0.011	6.892	-0.056	0.127	-0.156
Si	5.426	8.164	6.961	-0.209	0.053	-0.239
Si	8.152	5.443	6.888	-0.095	0.084	-0.448
Si	5.464	13.567	6.947	-0.13	0.154	-0.064
Si	8.118	10.87	6.912	0.007	0.061	-0.24
Si	10.872	2.683	6.915	-0.073	-0.002	-0.29
Si	13.612	0.027	6.956	-0.094	0.133	-0.291
Si	10.849	8.186	6.942	-0.034	0.019	-0.243
Si	13.597	5.431	6.93	0.034	0.021	-0.409
Si	10.867	13.628	6.908	-0.073	0.017	-0.333
Si	13.588	10.932	6.902	0.008	-0.04	-0.356
Si	1.345	4.102	8.362	-0.015	0.019	-0.188
Si	4.061	1.365	8.288	-0.034	0.036	-0.2
Si	1.373	9.561	8.255	-0.029	0.021	-0.217
Si	4.063	6.801	8.345	-0.027	0.035	-0.178
Si	1.329	15.024	8.312	0.005	0.003	-0.235
Si	4.077	12.246	8.353	-0.016	0.033	-0.198
Si	6.765	4.122	8.248	-0.008	-0.018	-0.222
Si	9.491	1.334	8.292	0	0.008	-0.193
Si	6.735	9.545	8.316	-0.01	0.012	-0.217
Si	9.457	6.8	8.275	-0.006	0.045	-0.215
Si	6.785	14.986	8.287	-0.059	0.037	-0.187
Si	9.492	12.241	8.233	-0.017	0.02	-0.209
Si	12.196	4.081	8.249	-0.003	0.006	-0.237
Si	14.95	1.399	8.35	-0.019	0.021	-0.192
Si	12.22	9.577	8.262	0.03	-0.039	-0.213
Si	14.977	6.782	8.279	-0.014	0.018	-0.221
Si	12.201	15.018	8.262	-0.001	0.013	-0.21
Si	14.941	12.294	8.26	0.011	0.013	-0.207
Si	-0.015	0.047	9.72	-0.012	0	-0.03
Si	2.699	2.712	9.685	0.006	-0.01	-0.014
Si	-0.021	5.475	9.737	0.003	-0.003	-0.031
Si	2.651	8.188	9.659	0.023	0.005	-0.018
Si	0.005	10.942	9.583	-0.005	-0.015	-0.006
Si	2.671	13.655	9.655	0.011	-0.012	-0.014
Si	5.394	0.005	9.667	0.023	0.003	-0.014
Si	8.097	2.743	9.583	0.01	-0.005	-0.008
Si	5.45	5.447	9.697	-0.014	-0.006	-0.026
Si	8.048	8.131	9.633	0.005	-0.017	-0.025
Si	5.402	10.866	9.766	0.005	0.006	-0.018
Si	8.17	13.619	9.597	0	-0.016	-0.014
Si	10.854	-0.018	9.698	-0.01	-0.007	-0.022
Si	13.54	2.794	9.654	0.001	-0.022	-0.015
Si	10.802	5.402	9.595	-0.004	-0.014	-0.011
Si	13.582	8.163	9.558	-0.004	-0.006	-0.007
Si	10.823	10.906	9.626	0.005	0.004	-0.027
Si	13.549	13.665	9.587	0.002	-0.019	-0.008
Si	1.316	1.437	11.119	0.01	-0.002	-0.016
Si	4.094	4.054	11.016	0.001	-0.004	-0.008
Si	1.307	6.901	11.11	-0.001	0.003	-0.013
Si	3.961	9.468	11.106	-0.014	0	-0.013
Si	1.281	12.333	11.012	-0.003	-0.002	-0.009
Si	3.967	15.032	11.048	0.002	0	-0.008
Si	6.776	1.4	10.973	-0.005	0.004	0.004
Si	9.418	4.069	10.987	-0.001	-0.005	-0.001
Si	6.73	6.833	11.133	0.003	-0.001	-0.013
Si	9.406	9.502	10.908	-0.004	0.006	-0.004
Si	6.818	12.332	10.998	0	0.005	-0.001
Si	9.529	14.861	11.057	-0.012	0.013	-0.005
Si	12.173	1.448	11.008	0.003	0.002	-0.008
Si	14.847	4.168	11.054	-0.004	0.005	-0.007
Si	12.142	6.818	10.866	0.001	0.011	-0.002
Si	14.99	9.522	10.855	-0.011	0.013	-0.004
Si	12.158	12.352	10.936	0.009	-0.004	-0.01
Si	14.865	15.012	10.986	0.001	-0.004	0.002
Si	-0.157	2.805	12.42	-0.003	-0.002	-0.004
Si	2.641	0.05	12.539	-0.002	-0.001	0.005
Si	-0.135	8.275	12.468	-0.001	0.002	0.006
Si	2.794	5.51	12.319	-0.004	-0.006	0.003
Si	-0.166	13.655	12.382	0	-0.001	0.012
Si	2.589	10.929	12.374	0.009	0.01	0.014
Si	5.409	2.677	12.431	0.003	0.002	0
Si	8.148	-0.008	12.25	-0.005	-0.001	0.005
Si	5.28	8.11	12.576	0.008	0.008	0.006
Si	8.14	5.435	12.433	0.003	-0.002	0.002
Si	5.377	13.666	12.327	0	-0.003	0.002
Si	8.18	10.915	12.302	-0.006	-0.002	0.008
Si	10.716	2.703	12.392	0	0.001	0.009
Si	13.548	0.101	12.333	0	0	0
Si	10.726	8.102	12.222	0.006	-0.001	0.005
Si	13.451	5.589	12.352	-0.01	-0.007	0.004
Si	10.89	13.544	12.566	-0.003	-0.005	0.003
Si	13.55	10.89	12.04	0.001	-0.005	0.01
Si	1.267	4.299	13.506	0.003	0	-0.03
Si	4.292	1.159	13.882	0.007	-0.004	-0.041
Si	0.937	9.953	13.764	-0.01	0.001	-0.044
Si	4.315	6.318	13.986	0.006	-0.006	-0.051
Si	0.965	15.207	13.747	-0.002	0.002	-0.038
Si	4.216	12.084	13.605	-0.004	-0.002	-0.035
Si	6.659	4.166	13.733	-0.009	-0.001	-0.042
Si	9.639	1.017	13.737	0.003	0.001	-0.044
Si	6.474	9.881	13.52	-0.002	0.003	-0.03
Si	9.741	6.57	13.746	0.003	-0.005	-0.049
Si	6.535	15.284	13.549	-0.001	0.004	-0.042
Si	9.899	11.69	13.786	0.01	-0.004	-0.041
Si	11.888	4.328	13.568	0.003	0.003	-0.035
Si	15.102	1.15	13.776	0.003	-0.005	-0.035
Si	12.139	9.559	13.285	0.005	0.006	-0.027
Si	14.314	7.406	13.653	-0.001	0.006	-0.037
Si	12.049	15.304	13.712	-0.004	0.007	-0.033
Si	14.899	12.017	13.528	0.003	-0.004	-0.041
Si	-5.403	-19.273	17.639	0.001	-0.007	-0.046
Si	2.851	7.539	19.028	-0.002	0.003	-0.042
Si	-0.425	-0.264	21.962	-0.002	0.004	-0.081
Si	-9.071	18.837	21.883	0.004	-0.004	-0.077
Si	-14.709	-5.78	16.613	0	0.005	-0.059
Si	4.431	26.278	17.841	-0.006	0	-0.047
Si	3.422	1.818	23.399	0	-0.004	-0.055
Si	-1.664	0.121	19.235	-0.005	-0.004	-0.052
Si	-16.126	20.139	19.764	-0.003	0.007	-0.056
Si	8.266	-2.886	20.478	-0.001	0.012	-0.064
Si	-2.382	4.961	25.349	-0.004	0.006	-0.066
Si	-10.96	20.336	23.674	-0.002	-0.012	-0.055
Si	5.391	9.938	25.793	0.002	0.002	-0.047
Si	7.009	9.293	16.4	0.003	0.002	-0.063
Si	2.328	29.632	15.865	-0.001	0.001	-0.059
Si	0.349	20.849	24.181	0.005	-0.009	-0.051
Si	13.4	15.731	26.868	0.008	-0.002	-0.06
Si	12.608	2.932	23.509	0	-0.01	-0.068
Si	3.144	3.163	20.51	-0.002	0.008	-0.059
Si	6.939	15.009	26.284	-0.01	0	-0.056
Si	13.192	13.475	15.767	0.006	-0.001	-0.067
Si	6.654	19.845	26.256	-0.005	-0.009	-0.062
Si	10.729	44.746	21.883	-0.006	0.004	-0.06
Si	6.17	-3.673	24.634	0.003	0.006	-0.068
Si	-14.516	20.638	26.616	-0.001	0.004	-0.055
Si	12.904	20.755	18.218	0	-0.002	-0.057
Si	-2.436	24.298	26.077	-0.001	0.002	-0.038
Si	25.808	3.12	23.648	-0.003	0.004	-0.047
Si	16.898	18.134	23.705	0.009	-0.009	-0.048
Si	-8.148	25.689	21.355	-0.003	-0.007	-0.059
Si	14.336	16.899	24.293	0.01	0.01	-0.06
Si	11.935	10.035	25.136	-0.001	-0.001	-0.074
Si	3.503	21.909	16.955	-0.004	-0.003	-0.068
Si	-8.045	18.516	18.922	0.011	0.002	-0.073
Si	13.815	19.055	20.548	0.004	0.006	-0.069
Si	-2.497	3.148	15.652	-0.004	-0.005	-0.061
Si	-15.299	14.339	26.208	-0.005	-0.006	-0.07
Si	9.822	4.357	17.679	-0.003	0.001	-0.055
Si	-26.915	28.592	19.516	-0.009	-0.004	-0.062
Si	-20.737	9.44	20.697	0.003	-0.002	-0.055
Si	8.442	-5.225	23.586	0.008	0.005	-0.063
Si	-8.055	2.618	16.004	-0.004	-0.004	-0.07
Si	7.542	23.044	20.857	-0.008	0.001	-0.065
Si	16.345	9.649	25.79	-0.006	0.005	-0.041
Si	4.816	5.593	19.62	-0.013	0.009	-0.012
Si	2.963	16.756	19.31	0.002	-0.005	-0.059
Si	13.645	29.822	18.683	-0.008	0.002	-0.058
Si	1.343	-18.595	23.321	0.007	0.006	-0.06
Si	15.752	5.611	15.49	-0.004	0.005	-0.055
Si	7.833	8.476	25.279	0.005	0.002	-0.074
Si	6.998	-1.846	16.362	0.001	-0.003	-0.062
Si	19.012	24.837	25.621	0.006	-0.001	-0.047
Si	16.897	17.775	17.805	0.008	0.007	-0.061
Si	-13.306	-10.534	24.36	0.006	-0.01	-0.053
Si	5.753	-2.69	21.929	0.009	-0.007	-0.061
Si	9.005	31.941	18.362	-0.003	-0.001	-0.059
Si	-8.944	17.534	24.594	0.004	0.009	-0.059
Si	-0.956	22.557	18.344	0.001	-0.002	-0.062
Si	13.342	12.039	23.084	-0.001	-0.002	-0.07
Si	19.917	-17.166	22.008	0.002	0.007	-0.055
Si	4.377	30.869	17.746	-0.004	-0.008	-0.057
Si	9.016	6.1	23.501	-0.001	-0.005	-0.057
Si	0.185	-7.298	18.997	0.011	-0.004	-0.061
Si	-6.748	8.271	19.243	0.002	-0.01	-0.048
Si	14.455	-21.753	20.367	0.016	0.002	-0.062
Si	27.092	8.314	23.01	-0.002	0.001	-0.062
Si	-0.496	12.373	24.597	-0.006	0.006	-0.052
Si	18.926	-29.951	15.816	0.013	-0.002	-0.063
Si	-7.78	28.223	16.701	0.003	-0.002	-0.057
Si	8.836	23.46	16.736	-0.005	-0.004	-0.067
O	-9.019	2.165	20.266	-0.015	0.005	0.054
O	1.387	-7.066	25.045	0	-0.001	0.019
O	7.379	-3.935	19.582	0.007	0.005	0.019
O	-3.038	9.848	19.954	-0.008	-0.001	0.023
O	0.962	5.236	27.608	-0.015	0.007	0.036
O	8.818	18.327	24.626	-0.006	-0.008	0.025
O	0.181	-1.689	22.365	0.006	-0.009	0.024
O	7.347	-2.498	21.75	-0.01	0.001	0.026
O	2.483	19.377	27.3	0.007	-0.018	0.033
O	2.991	-2.402	17.194	0.015	0.011	0.028
O	1.579	5.451	23.666	0.001	0.001	0.021
O	13.461	14.175	27.314	0.001	-0.008	0.027
O	4.215	6.526	28.084	0.001	0.008	0.017
O	2.304	-2.637	26.972	0.014	-0.007	0.036
O	10.502	6.732	23.234	-0.002	-0.004	0.019
O	-2.445	-1.287	19.085	0.006	0.011	0.026
O	6.49	1.958	25.753	-0.004	0.008	0.033
O	9.937	22.879	27.959	-0.004	0.004	0.017
O	5.977	10.366	27.239	-0.004	0.009	0.043
O	5.48	11.23	24.848	-0.006	-0.017	0.023
O	3.958	24.945	18.574	-0.004	-0.01	0.019
O	2.974	21.449	25.832	-0.008	-0.006	0.032
O	-2.424	12.456	14.751	-0.014	0.014	0.036
O	17.866	8.314	19.578	0	-0.001	0.019
O	-1.344	-12.119	15.31	-0.001	0	0.018
O	13.672	1.278	19.809	0.001	0.007	0.026
O	7.96	10.434	17.057	0.001	0	0.03
O	14.515	0.325	27.673	0.008	0.007	0.016
O	12.124	12.832	22.308	0.01	-0.001	0.024
O	6.933	1.319	23.004	0.001	-0.009	0.04
O	13.149	8.989	25.121	0.009	-0.01	0.02
O	-2.265	20.256	26.632	-0.007	-0.027	0.061
O	9.715	12.955	20.985	0.014	-0.012	0.023
O	19.09	-2.109	22.582	-0.014	-0.008	0.023
O	22.489	19.986	22.286	-0.008	0.006	0.029
O	7.336	12.96	16.782	0	-0.003	0.025
O	0.676	5.49	14.485	-0.011	0.003	0.026
O	-1.522	6.854	15.103	0.009	-0.012	0.029
O	-11.098	-5.441	18.876	0.01	0.015	0.025
O	-0.13	5.857	17.002	-0.003	0.004	0.045
O	-6.878	25.131	22.192	0.014	-0.004	0.03
O	-1.93	18.044	15.16	-0.006	0.01	0.026
O	-0.875	16.984	17.893	-0.009	-0.008	0.026
O	3.738	6.358	15.535	-0.007	-0.003	0.043
O	-6.39	11.594	23.223	-0.01	-0.006	0.03
O	-16.013	19.253	18.418	-0.003	0.011	0.037
O	4.307	21.565	23.523	-0.009	0.007	0.022
O	-1.861	-3.43	23.878	0.013	0.002	0.028
O	11.02	19.112	23.47	0.001	0	0.018
O	9.183	0.821	18.841	-0.001	0.004	0.023
O	-0.269	5.335	19.507	0.006	-0.014	0.026
O	3.837	1.732	15.378	-0.012	0.009	0.031
O	-0.127	16.346	14.225	-0.001	0.004	0.016
O	8.9	5.644	17.347	0.001	-0.005	0.022
O	9.759	8.103	17.648	0.005	0.015	0.049
O	-2.244	13.455	17.115	0.003	0.001	0.047
O	7.359	7.791	16.903	0.004	-0.004	0.015
O	-12.484	16.614	23.146	0	0.009	0.025
O	-11.242	29.845	18.754	0.009	-0.012	0.026
O	8.058	19.801	27.1	0.014	-0.006	0.03
O	-2.133	27.545	21.95	-0.01	0.009	0.049
O	9.264	7.186	15.182	-0.009	0.006	0.049
O	10.863	5.454	14.168	-0.005	0.003	0.015
O	18.633	7.928	27.089	0.007	-0.007	0.051
O	13.201	8.552	14.082	0.005	-0.008	0.011
O	4.526	19.034	24.164	0.006	0.006	0.021
O	7.553	18.587	17.439	-0.002	-0.003	0.043
O	12.949	4.326	24.25	0.012	0.014	0.037
O	3.162	7.387	24.56	-0.003	0.011	0.023
O	3.844	9.573	25.865	-0.003	-0.003	0.022
O	11.108	10.59	14.095	-0.013	0.01	0.016
O	8.764	19.33	22.199	0.01	0.002	0.028
O	-1.932	12.333	19.549	0.004	-0.019	0.038
O	9.17	-4.36	15.21	-0.012	0.004	0.042
O	7.273	9.323	14.819	0.006	-0.005	0.042
O	-0.861	-8.037	25.88	-0.002	-0.002	0.02
O	6.474	4.331	24.842	0.008	-0.002	0.038
O	-0.719	-5.516	24.941	0.005	-0.015	0.02
O	8.231	14.419	27.059	0.013	-0.016	0.039
O	-1.008	5.292	24.533	-0.011	0.001	0.023
O	-1.816	-0.019	22.783	-0.01	0.005	0.038
O	-10.021	5.949	20.146	0.017	0.005	0.023
O	1.296	28.439	16.267	-0.002	-0.006	0.022
O	8.351	24.627	26.797	0.01	-0.012	0.062
O	2.112	3.237	14.386	0.008	-0.01	0.035
O	-0.942	3.1	20.655	-0.008	-0.004	0.021
O	-6.678	3.402	16.377	0.006	0.009	0.034
O	9.255	4.645	24.171	0.001	-0.002	0.02
O	-7.528	23.286	19.839	-0.011	-0.005	0.036
O	-7.808	14.788	19.648	-0.006	-0.018	0.031
O	11.099	-7.887	19.746	0.01	0.007	0.024
O	-0.15	13.25	25.928	0.006	0.01	0.028
O	3.674	6.657	20.114	0.005	-0.005	0.021
O	0.598	9.886	17.674	-0.013	-0.014	0.043
O	-4.968	21.118	17.887	0.003	0.001	0.02
O	-11.541	21.838	17.977	0.014	0.003	0.067
O	-2.86	6.432	25.818	0.001	0.002	0.016
O	13.198	2.78	22.024	-0.015	0.002	0.055
O	-18.839	38.427	18.128	0	0.002	0.022
O	3.123	26.967	17.214	0.012	-0.004	0.026
O	9.713	12.325	17.756	0.005	0.004	0.015
O	6.105	13.687	25.862	0.005	0.012	0.035
O	12.504	19.86	14.843	0.014	-0.007	0.033
O	18.791	6.534	17.792	-0.001	0.01	0.028
O	5.422	14.775	16.543	-0.009	0	0.029
O	10.849	16.327	14.2	0.002	-0.004	0.013
O	7.275	3.521	15.107	0.015	-0.011	0.034
O	-16.906	-0.18	20.382	0.013	-0.005	0.045
O	-0.493	10.101	20.032	-0.014	0.011	0.028
O	18.403	18.158	24.284	-0.007	0.003	0.025
O	-2.86	3.261	17.222	-0.007	0.011	0.045
O	-8.615	10.68	22.163	0.002	0.008	0.035
O	1.458	14.879	24.737	-0.003	0	0.047
O	-7.983	26.212	24.64	-0.006	-0.018	0.034
O	-1.158	39.455	28.303	0.005	-0.009	0.009
O	5.012	-1.339	21.463	-0.004	0	0.017
O	11.872	16.253	27.116	-0.013	0.005	0.032
O	0.496	31.87	27.134	-0.009	0.021	0.042
O	15.484	-8.517	18.663	0	0.007	0.016
O	0.336	10.251	27.262	-0.001	0.011	0.038
O	-3.101	18.058	24.376	0.002	-0.007	0.028
O	20.398	-0.388	18.472	-0.007	0.015	0.026
O	7.713	12.382	24.241	-0.009	0.004	0.024
O	9.682	1.42	27.849	0.007	-0.002	0.012
O	-8.201	22.253	22.146	0.013	-0.006	0.042
O	1.37	18.151	16.432	-0.016	-0.009	0.031
O	17.16	12.559	23.648	-0.007	-0.006	0.025
O	8.235	23.477	24.464	-0.01	0.018	0.036
O	2.767	32.43	20.765	0.002	-0.01	0.044
O	1.576	25.979	15.253	0.007	0.003	0.041
O	8.696	-6.796	19.815	-0.007	0.005	0.038
O	7.047	8.199	21.344	0.001	0.004	0.023
O	9.241	3.516	18.96	-0.006	-0.007	0.021
O	9.658	12.265	27.767	0.002	-0.001	0.017
O	13.357	8.424	27.535	0	0.002	0.032
O	7.412	-0.358	25.051	-0.003	-0.014	0.027
O	11.122	10.809	20.984	-0.004	0.007	0.017
O	16.429	19.605	23.189	0	0.009	0.024
O	20.474	17.603	28.102	-0.008	0.004	0.008
O	21.885	21.609	14.193	-0.006	0.01	0.018
O	7.851	15.536	17.235	0.01	0.006	0.033
O	12.994	14.897	15.005	0.005	-0.012	0.028
O	5.381	-2.937	23.456	0.002	-0.01	0.044
O	0.63	0.88	22.384	0.001	0.009	0.025
O	-12.937	-14.355	19.441	0	0.007	0.032
O	19.543	-13.768	21.991	0.003	-0.014	0.05
O	-4.328	4.581	27.93	0.015	-0.016	0.002
O	3.531	29.056	14.941	-0.012	0.011	0.036
O	-10.706	4.276	27.266	-0.009	0.019	0.035
O	5.244	12.378	21.051	-0.001	0.01	0.04
O	1.521	14.47	15.096	0.01	-0.012	0.031
O	-14.648	3.851	20.401	0.011	-0.004	0.03
O	7.361	14.651	14.805	0.002	-0.009	0.044
O	12.523	11.213	24.207	-0.009	-0.017	0.039
O	-5.531	9.135	24.4	0.008	0.013	0.038
O	8.777	1.375	15.091	-0.009	0.012	0.036
O	-3.334	20.159	19.705	0.007	-0.015	0.033
O	6.217	8.644	25.282	-0.005	0.002	0.021
O	4.146	12.161	27.991	0	-0.002	0.013
O	11.672	-3.238	16.219	-0.01	0.001	0.03
O	17.081	3.767	25.552	0.008	0.001	0.037
O	5.963	15.848	27.238	-0.011	0.007	0.034
O	-5.981	14.911	17.759	-0.005	0.004	0.023
O	5.382	11.008	14.04	0.004	-0.004	0.015
O	13.826	-0.567	25.312	-0.011	-0.01	0.043
O	12.049	-3.153	18.791	0.01	-0.003	0.02
O	16.036	-5.342	14.099	0.006	-0.003	0.017
O	1.537	0.421	18.581	0.008	-0.004	0.019
O	19.329	4.029	16.707	0.003	0.012	0.022
O	11.382	10.584	26.584	-0.016	0.013	0.066
O	-0.533	1.166	24.718	-0.007	-0.002	0.022
O	14.963	12.105	28.123	0	0.004	0.006
O	4.343	4.192	20.247	-0.003	-0.013	0.018
O	5.471	16.383	14.153	-0.002	-0.001	0.016
O	5.454	9.568	16.665	-0.013	0.003	0.026
O	-4.248	8.649	22.121	-0.007	-0.008	0.034
H	2.185	0.532	36.181	-0.272	0.205	-0.243
H	0.549	2.183	36.181	0.33	-0.264	-0.293
H	4.884	3.254	36.15	-0.308	0.25	-0.227
H	3.243	4.9	36.15	0.28	-0.407	-0.285
H	2.226	5.949	36.189	-0.324	0.444	-0.164
H	0.59	7.6	36.189	0.25	-0.146	-0.313
H	4.938	8.684	36.154	-0.241	0.501	-0.185
H	3.319	10.351	36.154	0.255	-0.155	-0.334
H	0.567	13.104	36.193	0.396	-0.138	-0.259
H	2.211	11.462	36.193	-0.276	0.219	-0.213
H	3.298	15.752	36.175	0.206	-0.215	-0.315
H	4.938	14.105	36.175	-0.294	0.399	-0.185
H	7.611	0.533	36.122	-0.304	0.256	-0.214
H	5.973	2.181	36.122	0.317	-0.225	-0.292
H	8.709	4.89	36.151	0.185	-0.301	-0.266
H	10.34	3.235	36.151	-0.195	0.362	-0.232
H	7.615	5.998	36.163	-0.144	0.348	-0.224
H	5.97	7.64	36.163	0.371	-0.311	-0.265
H	8.665	10.342	36.146	0.3	-0.366	-0.224
H	10.323	8.713	36.146	-0.249	0.295	-0.282
H	5.985	13.049	36.102	0.274	-0.32	-0.335
H	7.615	11.392	36.102	-0.283	0.376	-0.251
H	8.689	15.769	36.113	0.219	-0.268	-0.307
H	10.343	14.136	36.113	-0.4	0.307	-0.212
H	11.422	2.142	36.16	0.246	-0.261	-0.284
H	13.091	0.524	36.16	-0.433	0.272	-0.2
H	14.156	4.874	36.213	0.192	-0.263	-0.264
H	15.812	3.242	36.213	-0.331	0.32	-0.189
H	11.408	7.638	36.194	0.312	-0.264	-0.235
H	13.05	5.992	36.194	-0.237	0.231	-0.258
H	14.158	10.36	36.204	0.259	-0.235	-0.212
H	15.798	8.713	36.204	-0.266	0.213	-0.226
H	13.056	11.478	36.124	-0.194	0.245	-0.291
H	11.405	13.114	36.124	0.439	-0.267	-0.212
H	14.15	15.823	36.174	0.342	-0.317	-0.264
H	15.801	14.187	36.174	-0.278	0.244	-0.261
H	0.831	1.898	6.055	-0.238	0.269	0.322
H	-0.819	3.535	6.055	0.312	-0.255	0.24
H	3.556	-0.833	5.99	-0.279	0.207	0.299
H	1.911	0.809	5.99	0.292	-0.289	0.193
H	0.852	7.345	6	-0.277	0.29	0.241
H	-0.799	8.981	6	0.182	-0.263	0.246
H	3.545	4.592	6.048	-0.325	0.293	0.313
H	1.928	6.261	6.048	0.256	-0.301	0.255
H	0.834	12.842	6.005	-0.202	0.231	0.295
H	-0.821	14.475	6.005	0.339	-0.301	0.2
H	1.949	11.728	5.988	0.248	-0.203	0.257
H	3.591	10.082	5.988	-0.266	0.37	0.258
H	6.252	1.907	5.976	-0.26	0.262	0.308
H	4.597	3.538	5.976	0.305	-0.373	0.194
H	7.331	0.822	5.959	0.291	-0.271	0.255
H	8.961	-0.835	5.959	-0.318	0.267	0.287
H	6.263	7.357	6.028	-0.27	0.238	0.327
H	4.632	9.012	6.028	0.221	-0.44	0.224
H	7.344	6.278	5.955	0.273	-0.317	0.188
H	8.977	4.624	5.955	-0.261	0.239	0.278
H	4.651	14.398	6.015	0.193	-0.308	0.259
H	6.288	12.747	6.015	-0.364	0.337	0.302
H	8.955	10.063	5.98	-0.376	0.2	0.275
H	7.312	11.707	5.98	0.307	-0.425	0.218
H	10.065	3.52	5.982	0.185	-0.32	0.262
H	11.7	1.868	5.982	-0.358	0.281	0.245
H	12.771	0.829	6.023	0.429	-0.226	0.228
H	14.437	-0.792	6.023	-0.271	0.287	0.298
H	10.028	9.009	6.009	0.3	-0.34	0.238
H	11.679	7.372	6.009	-0.262	0.2	0.277
H	14.421	4.61	5.998	-0.336	0.229	0.217
H	12.786	6.263	5.998	0.286	-0.2	0.243
H	11.707	12.825	5.975	-0.291	0.31	0.261
H	10.033	14.437	5.975	0.306	-0.316	0.237
H	12.778	11.765	5.97	0.311	-0.321	0.235
H	14.409	10.109	5.97	-0.215	0.203	0.266

Results
free energy: -284448.258 eV
free energy less fixed offsets of H -15.71, O -570.45, Si -639.56 eV per atom: -3.778 eV

The program warned: the cutoff lies below the one the program advises for these potential files; the forces do not sum to zero within the program's tolerance; empty levels may hold ghost states of the PAW files; the exchange-correlation potential is rough where the density is thin.
